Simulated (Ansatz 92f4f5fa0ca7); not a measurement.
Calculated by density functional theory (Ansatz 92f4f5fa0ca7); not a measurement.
Periodic cell of 240 atoms, Si147O87H6, from a study of silicon, its oxide and their interface. The atomic structure is a simulated model.

Settings
functional: PBE
potential files: Ansatz PAW
basis: plane waves
wave-function cutoff: 700 eV
density cutoff ratio: 5
exchange-correlation grid ratio: 1
k mesh: 2 x 2 x 1, shifted by 0.5 0.5 0.5 of a step
self-consistency stop: 5e-08 eV per atom in the density residual
occupations: fixed
spin: none
net charge: 0

Cell vectors (angstrom)
a  11.6015  0  0
b  0  10.938  0
c  0  0  31.6626

Atoms and the computed forces on them: element, x, y, z (angstrom), force x, y, z (eV/angstrom)
Si  -0.0071  0.0008  22.9068  0.0192  -0.043  -0.0758
Si  3.9738  0.0275  22.9759  0.0736  -0.0667  -0.0214
Si  7.6245  -0.0471  22.9776  -0.1343  -0.0492  -0.0195
Si  1.9652  1.3012  22.8918  -0.0056  0.0515  0.0204
Si  5.8559  1.4468  23.0057  0.0273  0.0238  -0.1008
Si  9.6251  1.313  22.8891  0.0004  0.1007  -0.0257
Si  -0.0727  5.5556  23.1471  -0.0615  -0.0951  -0.0378
Si  3.8904  5.4571  22.9498  -0.0192  -0.0136  -0.0213
Si  7.8891  5.6377  23.0385  0.0968  -0.1034  -0.0112
Si  1.9445  6.7728  22.95  -0.0086  0.0546  0.0287
Si  5.8262  6.8092  22.8451  -0.0415  0.0801  -0.0354
Si  9.7414  7.1035  23.0328  0.0455  0.0386  -0.1183
Si  1.945  2.7043  24.85  0.0251  -0.0415  -0.0265
Si  5.8302  2.8621  24.88  0.008  -0.0558  0.0222
Si  9.6312  2.7202  24.8728  -0.0066  -0.0644  -0.005
Si  11.5961  4.0748  24.9742  0.0076  0.0759  -0.0088
Si  3.8531  4.1239  24.8916  -0.02  0.0331  0.0068
Si  7.7694  4.2118  24.9476  0.0212  0.0395  -0.0034
Si  1.945  8.1952  24.8654  -0.0157  -0.0429  -0.0077
Si  5.8354  8.1653  24.8479  -0.0109  -0.0441  -0.0033
Si  9.7045  8.3284  24.9938  0.0094  -0.045  0.0344
Si  11.6505  9.6313  24.8989  0.0245  0.0301  0.005
Si  3.899  9.5521  24.8857  0.0023  0.0662  -0.0086
Si  7.7342  9.5868  24.9397  -0.0327  0.0321  0.0056
Si  11.6267  0.0337  26.8382  0.012  -0.0369  0.004
Si  3.8875  0.0008  26.8156  -0.0026  -0.0419  0.014
Si  7.7224  0.0321  26.8464  -0.0105  -0.0337  -0.0151
Si  1.9598  1.3778  26.8183  -0.0012  0.0392  0.0023
Si  5.8045  1.4047  26.7911  -0.0001  0.0503  -0.0059
Si  9.6681  1.3711  26.8223  -0.0065  0.029  -0.001
Si  11.6176  5.4703  26.8651  -0.0041  -0.0281  0.0118
Si  3.8595  5.4749  26.8293  0.0002  -0.0288  0.0093
Si  7.7479  5.5148  26.8837  0.0003  -0.0321  -0.0031
Si  1.9389  6.8502  26.8203  0.0043  0.0359  0.0085
Si  5.7969  6.8386  26.8179  -0.0105  0.03  0.0086
Si  9.693  6.8447  26.841  0.0076  0.0344  -0.0146
Si  1.9336  2.7345  28.7633  0.0741  0.0478  -0.0553
Si  5.8008  2.7345  28.7633  -0.0481  0.0255  -0.1306
Si  9.6679  2.7345  28.7633  0.0078  0.0178  -0.0536
Si  0  4.1018  28.7633  0.0104  -0.0015  0.2506
Si  3.8672  4.1018  28.7633  -0.0107  0.0543  0.022
Si  7.7343  4.1018  28.7633  0.0252  -0.0099  0.1799
Si  1.9336  8.2035  28.7633  -0.0148  0.0132  -0.0545
Si  5.8008  8.2035  28.7633  -0.0359  0.0231  -0.0806
Si  9.6679  8.2035  28.7633  0.069  0.0594  0.0578
Si  0  9.5708  28.7633  0.0153  0.0864  -0.0417
Si  3.8672  9.5708  28.7633  0.0544  0.0875  -0.0417
Si  7.7343  9.5708  28.7633  -0.0431  0.0553  -0.0173
Si  0  0  30.6969  -0.0107  -0.0242  -0.0287
Si  3.8672  0  30.6969  0.0024  -0.0174  -0.0361
Si  7.7343  0  30.6969  0.0043  -0.0211  -0.0035
Si  1.9336  1.3673  30.6969  0.0002  -0.0656  0.038
Si  5.8008  1.3673  30.6969  -0.0054  -0.0174  -0.0044
Si  9.6679  1.3673  30.6969  0.0045  -0.01  0.0107
Si  0  5.469  30.6969  0.0027  -0.063  0.0206
Si  3.8672  5.469  30.6969  0.0077  -0.0047  -0.0157
Si  7.7343  5.469  30.6969  -0.0043  0.0362  0.0787
Si  1.9336  6.8362  30.6969  0.0012  0.0308  -0.0235
Si  5.8008  6.8362  30.6969  -0.0065  -0.0208  -0.0136
Si  9.6679  6.8362  30.6969  0.0064  0.0432  -0.0126
Si  1.9336  2.7345  0.9679  -0.0091  -0.0291  0.2454
Si  5.8008  2.7345  0.9679  0.0251  0.0023  -0.1376
Si  9.6679  2.7345  0.9679  -0.0235  -0.0253  -0.006
Si  0  4.1018  0.9679  -0.0205  -0.0721  -0.1349
Si  3.8672  4.1018  0.9679  0.0161  -0.0996  -0.1285
Si  7.7343  4.1018  0.9679  -0.0407  -0.0794  0.247
Si  1.9336  8.2035  0.9679  -0.0253  0.0005  -0.1257
Si  5.8008  8.2035  0.9679  0.0367  -0.0697  0.0556
Si  9.6679  8.2035  0.9679  -0.0532  -0.1245  -0.0012
Si  0  9.5708  0.9679  0.0174  0.0986  0.0527
Si  3.8672  9.5708  0.9679  -0.01  0.0303  0.0204
Si  7.7343  9.5708  0.9679  -0.0149  0.0194  0.0203
Si  11.5935  0.0135  2.905  0.0001  -0.0434  -0.0106
Si  3.8669  0.0138  2.8933  -0.0104  -0.037  0.0058
Si  7.7301  -0.005  2.9049  0.0007  -0.0361  -0.008
Si  1.9372  1.3799  2.9541  0.0029  0.0261  -0.0119
Si  5.8022  1.37  2.8908  0.0004  0.0396  -0.0031
Si  9.6505  1.3751  2.9104  -0.0068  0.0363  -0.0139
Si  11.5911  5.4447  2.8908  0.0123  -0.0367  0.0043
Si  3.8584  5.4602  2.8814  -0.002  -0.0299  0.0145
Si  7.7153  5.4144  2.9666  -0.0058  -0.0172  -0.0069
Si  1.9229  6.7936  2.8527  -0.0027  0.0228  0.0144
Si  5.8029  6.8041  2.8952  0.0234  0.0276  -0.0128
Si  9.6373  6.7845  2.8731  -0.0169  0.0328  -0.01
Si  1.954  2.6947  4.966  0.0147  -0.0604  -0.0023
Si  5.7618  2.7401  4.8185  0.0058  -0.0635  -0.0027
Si  9.6422  2.7365  4.8523  -0.0119  -0.0434  0.0126
Si  11.6087  4.0459  4.7987  0.0158  0.0505  -0.012
Si  3.8465  4.1478  4.8392  -0.0056  0.056  -0.0034
Si  7.6999  4.1039  5.0009  -0.0035  0.0353  -0.0152
Si  1.9328  8.1633  4.7474  -0.0011  -0.0297  -0.0116
Si  5.7976  8.1726  4.8175  0.0083  -0.0456  -0.0053
Si  9.6283  8.1392  4.7809  0.0021  -0.0482  0.0184
Si  11.5665  9.4726  4.7539  -0.0135  0.052  0.0129
Si  3.8563  9.5166  4.7706  0.0081  0.0379  -0.0108
Si  7.7181  9.551  4.828  0.0148  0.0487  0.0122
Si  11.5165  -0.1332  6.6762  -0.0618  -0.0587  0.0534
Si  3.8712  -0.1828  6.7689  0.0307  -0.0804  0.042
Si  7.7103  0.0153  6.7398  0.0024  -0.0366  -0.022
Si  1.8795  1.1042  6.8299  -0.0438  0.0676  0.0135
Si  5.7153  1.2787  6.6739  -0.0034  0.0746  0.0575
Si  9.662  1.3124  6.7257  0.0426  0.0316  0.0068
Si  11.6504  5.4494  6.6666  -0.0157  -0.0703  0.0746
Si  3.8831  5.5435  6.7864  -0.013  -0.1159  0.0347
Si  7.7297  5.541  6.9862  -0.0047  -0.0685  0.0514
Si  1.897  6.8981  6.7309  -0.051  0.1103  0.0563
Si  5.8287  6.9283  6.8467  0.0262  0.0942  0.0567
Si  9.6903  6.7865  6.7232  0.0257  0.0588  -0.0164
H  9.7163  7.7391  7.8744  -0.0117  0.0109  -0.013
H  9.7348  2.124  7.9848  -0.014  0.0233  -0.0146
H  7.7195  10.1136  7.9791  0.0055  -0.0354  0.0089
O  0.2533  4.397  7.9633  -0.0119  0.0121  -0.0098
O  -0.1413  9.9569  8.1211  0.0177  -0.0036  -0.0217
O  7.7821  4.9254  8.5489  -0.0069  -0.001  -0.0413
O  1.6693  8.0331  7.9431  0.0247  -0.0212  -0.029
O  3.8756  4.3535  7.9667  -0.0072  0.0516  -0.0418
O  5.6075  2.2719  8.0059  0.0107  -0.0051  -0.0066
O  5.934  8.0086  8.1449  -0.0303  -0.0074  -0.0386
O  1.5867  1.5302  8.4208  0.0435  0.0266  -0.0257
O  3.9593  9.7727  8.1278  -0.0147  0.0091  -0.0389
H  1.9773  2.1918  21.6829  0.009  0.0173  0.0115
H  1.9169  7.6376  21.7287  0  0.0243  0.0016
H  3.8685  4.5591  21.746  -0.0078  -0.0282  0.0123
O  5.7122  7.7241  21.4447  0.0272  -0.0056  0.0319
O  11.5863  9.9829  21.5339  -0.0141  -0.0052  0.0188
O  9.8074  7.9945  21.6062  -0.0076  0.0031  0.0235
O  4.3355  10.015  21.6315  0.0202  0.003  0.0176
O  9.6771  2.2951  21.5286  -0.0184  -0.0097  0.0332
O  6.03  2.0349  21.4411  -0.0082  -0.0041  0.0186
O  11.1505  4.4437  21.9571  0.0061  -0.005  0.0052
O  7.0783  9.9748  21.6586  0.0378  0.0047  0.008
O  8.3272  4.5201  21.8719  -0.0189  0.0153  0.0142
Si  9.2079  4.8759  18.3878  0.0007  -0.0023  0.0285
Si  7.6839  9.3112  13.4034  0.0002  -0.0126  -0.0122
Si  2.0311  2.0322  9.8997  -0.0011  0.0078  0.0128
Si  1.0889  8.1222  18.4285  0.002  0.0018  0.0281
Si  9.4715  5.2091  14.5376  -0.0059  0.0037  0.001
Si  4.6718  3.267  8.8843  -0.0197  -0.031  -0.0072
Si  6.732  4.9761  15.5324  0.0053  0.0043  -0.0097
Si  2.0071  1.8583  15.3249  0.0019  0.0033  -0.0047
Si  0.6583  4.6721  9.5163  0.0042  0.0137  -0.0109
Si  10.6799  6.859  10.7784  -0.0142  0.0021  -0.0316
Si  0.7366  8.8822  8.9708  -0.01  -0.0096  0.0068
Si  8.1247  6.562  12.0612  -0.0056  -0.0001  -0.0306
Si  1.194  6.6687  12.7695  0.0045  -0.0045  -0.0254
Si  4.086  1.6384  13.1937  -0.0039  -0.0013  -0.0213
Si  6.3651  1.9205  19.8506  -0.0042  0.0104  0.015
Si  1.4618  10.3808  11.538  0.005  -0.001  -0.0184
Si  10.6302  9.0174  20.6207  0.0057  0.0065  0.0002
Si  3.4648  6.1329  18.0703  -0.0014  -0.0009  0.0253
Si  11.2657  6.2367  16.5548  -0.0057  0.0043  0.0021
Si  4.3528  6.5949  15.0061  0.0126  -0.0003  -0.005
Si  6.8959  2.1827  14.2552  0.0024  0.0145  -0.0113
Si  3.2391  4.686  12.7931  0.003  -0.0023  -0.0243
Si  10.084  11.0405  12.3862  0.0089  -0.0025  -0.0235
Si  10.61  2.4047  17.6244  0.0063  -0.0073  0.0204
Si  2.3047  10.3155  16.9356  -0.0199  0.0055  0.0113
Si  4.7914  8.7342  9.075  -0.0026  -0.0201  0.0129
Si  5.751  10.7614  11.4037  -0.0109  0.0111  -0.0276
Si  2.5545  8.7656  14.1216  0.013  0.0037  -0.017
Si  5.7019  9.3085  21.0368  -0.0094  0.0026  -0.0121
Si  5.2019  10.5903  18.2863  -0.0064  -0.005  0.0214
Si  7.2036  4.4785  10.0136  0.0184  0.0013  0.0023
Si  6.203  4.8059  18.4458  -0.0025  0.0027  0.0329
Si  9.0384  0.261  18.8737  0.0054  0.0051  0.0295
Si  3.014  6.4718  10.5333  0.0029  -0.0006  -0.0181
Si  9.7452  3.9144  21.3147  0.014  0.0288  0.0033
Si  10.7671  2.2521  14.6469  0.0062  0.0018  -0.0054
Si  8.001  1.7899  11.2852  0.0025  0.006  -0.0285
Si  1.6165  3.9657  17.2136  0.0106  -0.0067  0.0206
Si  7.5397  10.7708  16.1799  0.0035  -0.0033  0.0068
O  0.4404  7.5645  17.0366  0.0188  -0.0053  0.0013
O  10.0308  3.6827  14.4187  0.0042  -0.0142  0.0189
O  2.3195  9.7609  12.8159  -0.028  -0.0173  0.0083
O  7.6921  9.6105  15.0202  -0.0054  0.0221  -0.008
O  11.4866  10.3635  11.9439  0.0162  0.0167  0.0076
O  1.0614  3.2944  10.2717  0.0078  0.0156  0.0018
O  5.6511  9.455  19.3976  -0.0071  0.0208  0.0083
O  7.6956  5.4855  18.5881  0.0084  -0.0152  -0.0162
O  0.766  2.4155  14.4356  -0.0223  0.0016  0.0212
O  7.1178  5.6545  11.1564  0.0117  -0.0211  0.011
O  6.2635  3.4697  19.3587  0.0043  -0.0095  -0.0332
O  5.2078  1.1022  19.0404  0.0295  -0.0072  -0.0166
O  1.9443  5.6973  9.5624  -0.026  -0.0237  0.0363
O  3.6905  6.5781  16.5055  0.0095  -0.0124  0.0029
O  10.9555  5.3436  10.2313  0.0316  0.0054  0.0081
O  3.5849  3.1092  12.6885  0.0075  -0.0052  0.0231
O  10.1645  6.0078  17.7358  -0.0057  -0.0206  -0.0183
O  10.266  1.0849  13.6581  -0.0019  -0.0055  -0.0051
O  7.5915  1.3274  15.4677  -0.0023  -0.0227  -0.0104
O  9.8554  4.4185  19.7955  -0.015  -0.0005  0.0091
O  2.1539  7.3348  11.6123  -0.0037  -0.0202  0.0163
O  7.7785  1.1204  19.5238  -0.0034  -0.0058  -0.0312
O  6.4423  10.1134  12.7253  0.0127  0.0137  -0.0058
O  8.301  5.3645  15.6745  -0.0008  -0.0044  -0.0371
O  9.5394  9.9275  19.783  0.0241  -0.0145  -0.012
O  9.3727  3.4932  17.5212  0.0121  0.0093  -0.0071
O  2.5771  3.1429  16.1671  -0.0216  0.0121  0.0009
O  3.5984  2.4483  9.7819  -0.0062  0.0104  -0.003
O  10.5771  6.2937  15.0717  -0.0064  -0.0078  0.0085
O  0.0229  8.1117  19.6694  -0.0167  0.0193  -0.0118
O  5.3925  1.6354  14.136  0.0201  0.0033  -0.0103
O  6.1363  10.5349  16.9588  0.0128  0.0082  -0.004
O  3.848  5.3939  11.4394  -0.0319  0.0054  0.021
O  3.9408  7.4614  9.6623  0.008  0.0235  0.028
O  7.7192  2.009  12.8731  -0.0096  -0.0125  -0.0077
O  1.6576  0.7964  16.5061  0.0115  -0.0155  -0.0156
O  3.8567  5.2938  14.1617  -0.0096  0.0061  -0.0105
O  4.9411  5.8314  18.7793  0.0045  -0.0173  -0.048
O  4.0246  7.9936  14.1974  -0.0182  -0.0236  0.017
O  5.9652  6.3595  15.1235  -0.0146  -0.012  0.0141
O  1.344  9.6842  18.0801  -0.002  -0.0159  -0.0128
O  7.4701  7.7432  12.9755  0.0173  0.0096  -0.0019
O  8.6714  10.6651  17.3598  -0.0026  0.0126  0.0079
O  0.4887  3.0431  17.9725  -0.0122  0.004  -0.0341
O  5.3752  9.5925  10.3341  -0.0093  -0.0128  -0.0066
O  3.7296  10.3807  17.6815  0.0156  0.0053  -0.0125
O  11.2792  6.9185  12.2936  0.0108  -0.0004  -0.0085
O  1.8572  0.9836  11.141  -0.0053  0.0048  0.0069
O  2.9703  1.1184  14.253  -0.0071  0.0105  -0.0004
O  1.6683  9.5804  10.122  -0.0267  -0.0153  0.0017
O  8.9215  5.559  13.0596  -0.0123  0.0139  0.017
O  10.5619  1.7046  16.1596  0.0054  0.0198  -0.0083
O  11.2858  7.9242  9.7408  0.0342  0.0041  0.0051
O  4.4334  0.642  11.9418  0.0235  -0.003  0.0162
O  1.6249  5.082  12.8658  0.0122  0.026  0.0011
O  9.106  9.8062  12.7888  -0.02  0.009  0.0127
O  2.5038  7.2998  18.7564  -0.0175  -0.0002  -0.0396
O  6.0562  4.3633  16.8795  0.0102  0.024  0.0034
O  2.3862  9.4803  15.5511  0.004  -0.0046  0.0113
O  6.7266  3.7878  14.4329  -0.0035  -0.0055  0.0125
O  9.4195  0.9761  11.1618  -0.0179  -0.0034  0.0365
O  0.7541  5.047  16.3677  0.0127  -0.0092  0.0189
O  1.4509  7.5476  14.1075  0.0096  0.0066  -0.0156
O  10.3095  1.2806  18.7541  -0.03  -0.003  -0.0427
O  8.1183  3.2092  10.5061  -0.019  -0.0011  0.0241
O  6.7834  0.8718  10.6749  0.0042  -0.0034  0.0469
O  5.6604  4.0242  9.9023  0.0079  0.0015  0.017
O  2.6241  4.729  18.2388  -0.0029  0.0212  -0.0402
O  9.1123  7.2074  10.9318  0.0142  -0.0094  0.0453

Results
free energy: -143041.675 eV
free energy less fixed offsets of H -17.10, O -569.03, Si -635.61 eV per atom: 1.205 eV

The program warned: the cutoff lies below the one the program advises for these potential files; the exchange-correlation potential is rough where the density is thin.
